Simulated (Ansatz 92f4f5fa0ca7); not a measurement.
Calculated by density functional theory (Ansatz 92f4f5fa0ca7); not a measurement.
Periodic cell of 234 atoms, Si141O87As6, from a study of silicon, its oxide and their interface. The atomic structure is a simulated model.
Doubt: the cutoff is far below the 930 eV that the study's wrapper takes by default for these files, so forces and energies are approximate.
This geometry differs little from another in the collection (a relaxation step or a small displacement).

Settings: functional PBE; potential files Ansatz PAW; basis plane waves; wave-function cutoff 580 eV; density cutoff ratio 5; exchange-correlation grid ratio 1; k mesh 1 x 1 x 1, Gamma-centred; self-consistency stop 5e-08 eV per atom in the density residual; occupations fixed; spin none; net charge 0.

Cell vectors (angstrom)
a 11.6015 0 0
b 0 10.938 0
c 0 0 32.7677

Atoms: element, x, y, z (angstrom)
As 0.0598 -0.0549 23.8183
Si 3.8045 0.0753 24.2015
Si 7.7617 -0.223 24.0624
Si 1.8827 1.4873 24.2798
Si 5.8927 1.1794 24.0307
Si 9.6425 1.3061 23.9323
As -0.0278 5.4502 23.7639
Si 3.9471 5.3706 24.2844
As 7.6238 5.4285 23.8679
Si 2.0202 6.7516 24.0777
Si 5.6989 6.903 24.3328
Si 9.5645 6.8624 23.9958
Si 1.8401 2.7943 26.1701
Si 5.8442 2.6686 25.9304
Si 9.6332 2.7749 25.8603
Si -0.0524 4.2195 25.9132
Si 3.8732 3.9554 26.1014
Si 7.6951 4.158 25.9352
Si 1.9589 8.2254 25.966
Si 5.8472 8.3069 26.1626
Si 9.7222 8.2145 25.9512
Si 0.0325 9.635 25.9257
Si 3.8809 9.6199 26.1056
Si 7.8176 9.5715 26.0989
Si -0.0289 -0.0058 27.9148
Si 3.8609 0.0507 27.9911
Si 7.7729 0.0487 27.9678
Si 1.8874 1.3485 28.0039
Si 5.8251 1.371 27.9242
Si 9.6812 1.4351 27.8766
Si -0.0191 5.477 27.9176
Si 3.8702 5.4688 27.9345
Si 7.7468 5.4652 27.9149
Si 1.9226 6.8409 27.9068
Si 5.8113 6.8147 27.9754
Si 9.6792 6.849 27.9097
Si 1.9336 2.7345 29.8684
Si 5.8008 2.7345 29.8684
Si 9.6679 2.7345 29.8684
Si 0 4.1018 29.8684
Si 3.8672 4.1018 29.8684
Si 7.7343 4.1018 29.8684
Si 1.9336 8.2035 29.8684
Si 5.8008 8.2035 29.8684
Si 9.6679 8.2035 29.8684
Si 0 9.5708 29.8684
Si 3.8672 9.5708 29.8684
Si 7.7343 9.5708 29.8684
Si 0 0 31.802
Si 3.8672 0 31.802
Si 7.7343 0 31.802
Si 1.9336 1.3673 31.802
Si 5.8008 1.3673 31.802
Si 9.6679 1.3673 31.802
Si 0 5.469 31.802
Si 3.8672 5.469 31.802
Si 7.7343 5.469 31.802
Si 1.9336 6.8362 31.802
Si 5.8008 6.8362 31.802
Si 9.6679 6.8362 31.802
Si 1.9336 2.7345 0.9679
Si 5.8008 2.7345 0.9679
Si 9.6679 2.7345 0.9679
Si 0 4.1018 0.9679
Si 3.8672 4.1018 0.9679
Si 7.7343 4.1018 0.9679
Si 1.9336 8.2035 0.9679
Si 5.8008 8.2035 0.9679
Si 9.6679 8.2035 0.9679
Si 0 9.5708 0.9679
Si 3.8672 9.5708 0.9679
Si 7.7343 9.5708 0.9679
Si -0.0104 -0.0316 2.9264
Si 3.8594 0.0011 2.8772
Si 7.7345 -0.0414 2.9586
Si 1.9218 1.3566 2.9034
Si 5.7996 1.3285 2.8549
Si 9.6611 1.3337 2.8867
Si -0.0103 5.4819 2.8678
Si 3.8765 5.4473 2.9358
Si 7.7288 5.4717 2.8991
Si 1.9424 6.7972 2.8558
Si 5.7964 6.8345 2.9242
Si 9.6584 6.8417 2.9435
Si 1.9377 2.7264 4.8233
Si 5.7735 2.6752 4.7543
Si 9.6776 2.7271 4.7869
Si 0.0001 4.1065 4.773
Si 3.8676 4.0969 4.9136
Si 7.7083 4.0413 4.7859
Si 1.9594 8.1641 4.7517
Si 5.7903 8.1872 4.8857
Si 9.6518 8.1105 4.9839
Si 0.007 9.4927 4.8573
Si 3.8594 9.5664 4.7801
Si 7.7401 9.5137 4.9386
Si 0.1174 0.0212 6.7105
As 3.8216 -0.1922 6.857
Si 7.7253 0.0042 6.8362
As 1.9805 1.5251 6.9033
As 5.707 1.4164 6.7845
Si 9.7151 1.3222 6.6843
Si 0.016 5.4795 6.6959
Si 3.8603 5.4688 6.9198
Si 7.6101 5.2914 6.7798
Si 1.9315 6.8823 6.7286
Si 5.7904 6.8232 6.8415
Si 9.5549 6.6518 6.9403
O 0.2534 10.1333 8.16
O 5.8566 7.7621 8.2496
O 9.7705 2.321 8.0187
O 7.3541 4.1497 7.9819
O 3.9693 4.6108 8.3721
O 11.8652 4.3341 7.897
O 7.846 10.2149 8.3855
O 1.9436 8.0605 7.9172
O 9.3994 7.49 8.4094
O 7.2101 7.6203 20.8927
O 3.5961 9.9591 22.9445
O 6.1941 1.7773 22.4844
O 1.914 2.7603 23.1611
O 9.5506 2.2614 22.5528
O 7.5344 9.5977 22.8175
O 2.4814 7.5712 22.6758
O 4.4952 4.7083 22.8308
O 9.3569 7.6973 22.5502
Si 4.4416 4.6613 21.1948
Si 2.8236 3.3333 15.6635
Si 5.2815 1.9391 21.1488
Si 14.8466 9.0185 11.009
Si -1.2589 5.2143 14.5929
Si 5.4507 7.4587 9.8065
Si 6.5941 -0.9648 14.8523
Si 13.3468 7.2092 13.0329
Si 2.197 4.5395 11.4827
Si -1.6787 10.6498 19.8544
Si 6.0444 9.6458 11.7092
Si 10.245 7.1723 9.7783
Si 14.7487 9.3574 19.6368
Si 13.0646 6.1294 15.8043
Si 8.2503 8.603 21.7235
Si 9.7703 2.309 9.6571
Si 11.6209 4.4522 9.4979
Si -3.2339 15.3664 19.0223
Si 6.7635 8.6888 17.6079
Si 11.2389 4.6418 19.4616
Si 10.217 7.5614 12.69
Si 6.3249 6.7341 19.8034
Si 4.7207 4.545 9.8301
Si 12.2382 3.0394 13.4321
Si -0.9433 12.3652 15.1559
Si 9.8203 -2.2446 17.6613
Si 0.8849 7.2356 18.6549
Si -1.9042 9.5963 14.8735
Si 7.8953 11.2012 9.7111
Si 9.6042 13.6042 20.9776
Si 5.56 1.8599 15.8965
Si 1.1004 11.4769 19.9946
Si 7.2377 3.1953 9.2921
Si 2.4251 2.697 21.6119
Si 5.383 0.1817 18.5351
Si 0.8921 13.288 17.5929
Si 1.0818 8.977 8.9563
Si 15.4385 -2.4735 22.3725
Si 8.3488 14.1597 16.0757
O 8.2924 3.4787 17.6903
O 11.8218 7.396 12.5157
O 5.8538 7.6651 18.5219
O 4.0709 8.6321 20.7652
O 4.3071 2.7544 15.3452
O 7.0986 10.7122 11.0462
O 9.5663 1.2935 20.0629
O 5.2681 1.3981 17.4483
O 6.8 2.902 15.685
O 8.1981 10.2088 14.9836
O 9.6649 6.3943 13.6924
O 4.9863 6.0347 20.4955
O 9.4166 0.7723 10.1592
O 2.8655 4.1471 20.9429
O 8.5977 3.3492 10.1933
O 13.8782 16.6733 12.5806
O 5.8163 3.3764 10.0155
O 1.9781 8.3129 19.1993
O 1.5864 6.7713 17.2726
O 5.4074 3.4745 20.6062
O -0.3642 4.326 13.5547
O 12.2247 5.9446 19.6565
O 5.6323 0.848 20.0037
O 6.2511 9.4724 13.3248
O 3.6998 4.1989 11.0309
O 10.8754 3.7156 20.7787
O 12.8409 1.9425 20.8008
O 9.1508 12.8484 15.5288
O 3.7356 1.7248 21.6223
O 9.0753 4.4991 15.3395
O 1.8098 7.2542 14.6627
O 4.098 10.0727 18.494
O 10.4667 16.494 9.8028
O 2.4117 -0.3177 20.328
O 5.8078 0.4584 15.0684
O 3.8829 7.8254 10.0889
O 9.8465 10.2298 18.2664
O -1.7299 8.9862 13.3849
O 10.7706 10.7655 15.1644
O 5.1896 7.7987 23.0012
O 11.6416 7.9993 9.7245
O -0.4185 2.9839 10.0988
O -0.1195 5.6762 15.6814
O 14.0046 13.6363 17.1078
O -5.3444 8.8372 16.0273
O 9.5239 7.5484 11.2031
O 8.3258 3.5052 20.3851
O -1.5385 8.5334 16.053
O 11.2017 1.8016 13.6487
O 11.9201 3.6364 18.3843
O -0.5968 7.8911 18.4299
O 2.06 9.6707 10.0873
O 2.6092 4.9561 15.7091
O -3.3117 8.13 17.8294
O -1.7972 5.2125 18.9238
O -0.0427 2.1161 16.3024
O 12.9817 5.0162 10.1665
O 4.4683 10.0525 11.3996
O 5.6127 5.8794 10.0962
O 1.4556 3.1984 12.0412
O 13.4421 2.8199 14.4929
O 7.1885 5.5212 19.1403
O 12.5321 11.8962 18.4297
O 11.4502 -0.4049 20.4249
O 7.1919 1.5785 9.0523
O 9.0058 9.5896 20.6707
O 6.356 8.2493 10.9086
O 2.6557 8.4018 12.404
O 6.7005 -0.7299 18.2229

Results
free energy: -168248.876 eV
free energy less fixed offsets of As -4856.12, O -568.88, Si -635.61 eV per atom: 1.414 eV

Forces (eV/angstrom), in the order of the atoms: element, x, y, z
As -0.0127 -0.0098 -0.0072
Si -0.008 -0.0141 0.0094
Si -0.0061 -0.0232 -0.0189
Si 0.0016 0.0263 -0.0011
Si 0.0049 0.0058 -0.0197
Si 0.017 0.0251 -0.0158
As 0.0124 -0.0145 -0.0109
Si 0.0251 -0.0142 -0.0062
As -0.002 0.0071 0.0044
Si -0.0294 0.0284 0.0003
Si 0.0131 0.0064 0.0046
Si -0.0084 0.0025 0.0034
Si 0.0115 0.0133 0.016
Si 0.0045 0.0167 0.0238
Si 0.0011 0.0074 0.0133
Si -0.0035 -0.0006 -0.0047
Si -0.0065 -0.0078 0.0006
Si -0.0008 -0.0013 0.003
Si 0.0026 0.0131 0.0107
Si -0.0119 0.0126 -0.0027
Si -0.0069 0.0126 0.0056
Si -0.007 0.0018 -0.0002
Si -0.0078 -0.0071 0.007
Si -0.0018 -0.0062 0.0161
Si 0.0002 0.0045 0.0024
Si 0.0038 0.0057 -0.0109
Si 0.0002 0.0091 -0.0044
Si -0.0006 -0.0063 -0.0031
Si 0.0043 -0.0039 -0.0046
Si -0.0031 0.0002 -0.0051
Si 0.0001 0.0002 -0.0018
Si 0.0046 0.0047 -0.012
Si -0.0029 0.0008 0.0003
Si 0.0011 -0.0054 -0.0089
Si -0.0007 -0.0083 -0.0106
Si 0.002 -0.0062 -0.0152
Si -0.0911 0.128 0.3727
Si 0.0505 0.0889 -0.1414
Si 0.0634 0.121 -0.1504
Si 0.0001 0.0004 -0.0848
Si -0.0256 -0.0267 0.025
Si 0.0476 -0.0024 -0.0697
Si 0.01 -0.0462 -0.1816
Si -0.0083 0.0467 0.1422
Si -0.0149 0.0497 -0.0726
Si -0.1267 -0.0517 -0.1064
Si 0.005 0.0289 0.1733
Si 0.1161 0.0133 0.0622
Si 0.0185 0.081 0.0021
Si -0.007 -0.0452 0.018
Si -0.0166 0.077 0.0314
Si 0.0119 0.0418 0.02
Si 0.0058 -0.0092 -0.0505
Si -0.0105 -0.0842 -0.0459
Si -0.0089 0.0493 -0.0555
Si -0.0092 0.0648 -0.0001
Si 0.0191 0.0497 -0.0141
Si -0.0208 -0.0067 0.0117
Si 0.0106 -0.0076 0.0661
Si -0.0016 -0.1358 0.0169
Si -0.0516 -0.0598 0.0257
Si 0.044 -0.0229 -0.2172
Si -0.0082 -0.0482 -0.0371
Si -0.0235 -0.1047 -0.1367
Si 0.0455 -0.0852 0.2297
Si -0.0248 -0.0347 -0.0029
Si 0.0584 0.022 -0.1503
Si -0.0258 -0.0235 0.1636
Si -0.0289 0.0459 0.2193
Si -0.0085 -0.068 0.0497
Si -0.0332 -0.0597 -0.1191
Si 0.0227 -0.0459 0.2113
Si -0.0011 0.0065 0.0104
Si -0.0003 -0.0117 0.0074
Si 0.0031 0.0109 0.0114
Si -0.0057 0.0044 0.0068
Si 0.0042 0.0075 0.0078
Si 0.0026 -0.004 0.008
Si -0.0022 0.0063 0.0013
Si 0.0022 0.0043 0.0067
Si 0.0025 0.0058 0.0021
Si -0.0025 -0.0116 0.0036
Si 0.0031 -0.0042 0.0045
Si -0.002 -0.0032 0.0011
Si -0.0028 -0.0007 0.0111
Si 0.0074 0.005 0.0083
Si 0.0003 0.0137 -0.007
Si 0.0025 -0.0155 -0.0289
Si -0.0011 -0.0216 -0.0306
Si -0.0094 -0.0156 -0.0318
Si 0.0085 0.0129 -0.0269
Si 0.0038 0.0141 -0.0295
Si 0.0035 0.0141 -0.0319
Si 0.0015 -0.0126 -0.0028
Si -0.0027 -0.0135 0.0171
Si -0.002 -0.0093 -0.0012
Si 0.0319 -0.0308 0.0126
As -0.0017 0.0061 -0.0237
Si -0.0334 -0.0057 -0.0064
As 0.0092 0.0047 -0.0075
As -0.0093 -0.005 -0.0009
Si -0.0053 0.0334 0.0107
Si 0.0063 -0.0195 0.0095
Si 0.0054 -0.0147 0.0217
Si 0.0026 -0.0221 0.0265
Si -0.0062 0.0179 0.0142
Si -0.008 0.0144 0.011
Si 0.0043 0.0174 0.0156
O -0.0149 0.0101 -0.0036
O 0.0057 -0.0044 -0.0149
O 0.0048 -0.0078 -0.0089
O -0.0006 0.0282 -0.0203
O -0.0107 0.0113 -0.0254
O -0.0031 0.0087 -0.0055
O 0.0009 0.0028 -0.0161
O 0.009 -0.0177 -0.0034
O -0.004 -0.005 -0.0141
O 0.0053 0.0088 -0.0034
O 0.0073 0.0355 -0.0019
O 0.0116 -0.0041 0.0119
O -0.0092 -0.028 0.009
O -0.0009 -0.0383 0.0413
O -0.0023 0.0274 0.0088
O -0.0254 -0.013 -0.0082
O -0.0102 0.0069 0.0027
O 0.0147 -0.012 0.008
Si -0.0009 0.0088 0.01
Si 0.0123 0.003 -0.0075
Si -0.0069 0.0002 0.0033
Si -0.0024 0.0059 -0.0075
Si 0.0001 -0.0092 0.0006
Si -0.0011 -0.0052 0.0109
Si 0.0003 0.0114 0.0013
Si -0.0062 -0.0033 -0.004
Si 0.0003 -0.0072 -0.0078
Si 0.0091 0.0034 0.0159
Si 0.0021 -0.0031 -0.0118
Si 0.0081 -0.0063 0.0137
Si -0.0037 -0.0048 0.0206
Si -0.0006 -0.008 -0.0109
Si -0.0004 -0.0073 -0.0094
Si -0.0063 0.0004 -0.0067
Si 0.0047 -0.0002 0.0025
Si 0.0046 -0.0042 0.0093
Si -0.0012 -0.0019 0.0078
Si 0.0035 -0.0012 0.0318
Si 0.0022 -0.0004 -0.0032
Si 0.0043 0.0012 0.0153
Si -0.0028 -0.0016 0.0079
Si -0.0046 -0.0064 -0.0018
Si -0.002 0.0052 -0.01
Si 0.0009 -0.0085 0.0043
Si 0.0054 -0.0065 0.017
Si 0.0018 0.0048 -0.0083
Si 0.0012 0.0014 0.0067
Si -0.0002 0.0116 -0.0103
Si 0.0022 0.0145 -0.0127
Si 0 0.0021 0.0188
Si 0.0184 -0.0191 0.0132
Si 0.0033 -0.0064 -0.0016
Si -0.0028 0.0025 0.0125
Si 0.0014 -0.0081 0.0029
Si -0.0029 0.006 0.0063
Si -0.0073 -0.0081 -0.0133
Si -0.0025 -0.0033 -0.0175
O 0.0007 0.0049 0.0062
O 0.0028 0.0007 0.0025
O -0.0011 -0.0049 -0.0048
O 0.0016 -0.0042 -0.0094
O 0.002 -0.0038 0.0011
O 0.0017 -0.0022 0.0089
O -0.0037 0.0064 -0.0117
O 0 -0.0041 -0.0028
O 0.0006 -0.0009 0.004
O -0.0001 -0.0042 0.0033
O -0.0018 0.0125 -0.0055
O -0.0039 0.0036 -0.021
O 0.0111 0.0043 0.0098
O -0.0072 0.0012 -0.0216
O 0.0008 0.0043 0.0082
O 0.002 -0.0086 -0.0019
O 0.0038 0.0015 0.0014
O 0.0042 0.0107 -0.011
O 0.0008 0.0045 0.0018
O 0.0106 -0.0151 -0.0228
O 0.0028 0 -0.0029
O 0 0.0019 -0.0158
O 0.0035 0.0048 -0.0071
O -0.003 -0.0018 -0.0139
O -0.0096 0.0061 0.0132
O -0.0005 -0.0032 -0.018
O 0.0067 0.0081 -0.0045
O -0.0006 0.0025 0.0009
O -0.0107 -0.0021 -0.0066
O 0.0018 0.0021 0.0008
O 0.0017 -0.0001 -0.003
O -0.0007 -0.0019 -0.0079
O -0.0003 0.003 0.0004
O 0.0011 0.0033 -0.016
O 0.0019 -0.0058 0.0011
O -0.0001 -0.0115 0.0085
O -0.0037 0.0125 -0.0044
O 0.0018 0.0007 0.0045
O -0.0022 -0.0085 -0.002
O 0.0294 -0.0215 -0.001
O 0.0016 -0.0019 0.002
O -0.0015 0.0007 0.0162
O 0.0032 0.0064 0.0023
O 0.0043 -0.0044 -0.0002
O 0.0025 0.0006 0.0054
O 0.0021 -0.0014 -0.0066
O -0.0018 -0.0113 -0.0117
O -0.0026 0.0039 -0.0056
O -0.002 0.004 0.0035
O -0.005 0.0106 -0.0044
O 0.0007 0.001 -0.0082
O -0.0053 -0.0003 0.0044
O -0.0032 0.0091 -0.0022
O -0.0012 -0.0021 -0.0031
O -0.0014 0.0034 -0.0211
O -0.0018 0.0056 -0.0028
O -0.0094 -0.001 0.0016
O -0.0025 -0.0051 0.0128
O 0.0008 0.0051 0.0031
O 0.0128 0.0143 -0.0042
O -0.0076 -0.0011 -0.0067
O -0.0058 0.0052 -0.0174
O -0.0025 -0.006 -0.0063
O -0.0047 -0.0001 -0.0182
O -0.0055 0.0152 -0.0092
O -0.0092 -0.0079 0.0009
O 0.0026 0.0004 0.0112
O 0.0061 0.0063 0.002
O -0.0014 0.0046 -0.0141

The program warned: the cutoff lies below the one the program advises for these potential files; the exchange-correlation potential is rough where the density is thin.
